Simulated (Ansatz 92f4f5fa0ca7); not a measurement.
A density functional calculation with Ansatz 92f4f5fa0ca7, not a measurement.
Periodic cell of 174 atoms, Si99O75, from a study of silicon, its oxide and their interface. The atomic structure is a simulated model.

Settings: functional PBE; potential files Ansatz PAW; basis plane waves; wave-function cutoff 700 eV; density cutoff ratio 5; exchange-correlation grid ratio 2; k mesh 2 x 2 x 1, shifted by 0.5 0.5 0.5 of a step; self-consistency stop 5e-08 eV per atom in the density residual; occupations Fermi-Dirac, 0.05 eV; spin none; net charge 0.

Cell vectors (angstrom)
a 11.5983 0 0
b 0 11.5983 0
c -4.4558 0.6223 22.8333

Atoms: element, x, y, z (angstrom)
Si 7.4333 2.4911 0.722
Si 7.5968 4.9645 0.6443
Si 13.5341 9.1095 2.0258
Si 8.8083 -2.6459 -0.624
Si 1.6698 5.2113 2.2811
Si 0.1088 10.2869 -0.2733
Si 3.4351 2.8673 0.8744
Si 3.6906 5.3645 1.0935
Si -0.4008 5.9427 -1.113
Si 1.7504 1.696 2.1689
Si -0.2121 4.7152 0.8672
Si 3.6907 7.942 0.8003
Si 5.4632 1.8986 1.938
Si 5.7131 5.3495 2.2572
Si 5.6824 9.0796 1.9501
Si 9.2176 1.5839 2.0104
Si 9.378 5.1761 2.1598
Si 8.1472 9.1251 1.7279
Si 1.6489 3.4005 3.7622
Si 1.5295 7.2511 3.4273
Si 1.8428 11.1751 3.1606
Si 5.5224 3.4858 3.7301
Si 5.5136 7.2953 3.5411
Si 5.4657 11.3014 3.0289
Si 9.2628 3.3574 3.6642
Si 9.096 7.2686 3.2499
Si 9.0526 11.0487 2.9856
Si -0.3786 3.3859 4.9396
Si -0.4925 7.268 4.6139
Si -0.3886 11.0708 4.1193
Si 3.5727 3.4807 5.1555
Si 3.4981 7.221 4.8343
Si 3.7032 11.3591 4.5468
Si 7.4011 3.4078 5.2185
Si 7.382 7.1887 4.9698
Si 7.3031 11.2174 4.5714
Si -0.3795 1.1844 5.7494
Si -0.4682 5.418 6.1772
Si -0.3966 9.3302 5.674
Si 3.6688 1.3836 6.307
Si 3.4425 5.4326 6.5186
Si 3.6216 9.387 5.766
Si 7.3788 1.2662 6.3246
Si 7.2896 5.4144 6.6405
Si 7.3805 9.302 6.0347
Si 1.5441 0.6762 7.0171
Si 1.3604 5.5598 7.6725
Si 1.5939 9.9338 6.772
Si 5.5168 0.6088 7.6911
Si 5.2349 5.6201 8.1154
Si 5.4081 9.8645 7.2516
Si 9.4697 0.5508 7.2184
Si 9.3692 5.6374 7.7381
Si 9.4368 9.6596 7.1772
Si 4.3765 8.6491 8.9269
Si 0.5564 7.3009 9.1213
Si 0.9985 1.216 9.2193
Si 5.9424 4.5645 10.9152
Si 11.0758 2.5082 16.8021
Si 5.995 0.4723 10.9315
Si 10.2395 4.0483 9.3004
Si 9.8743 7.865 8.7299
Si 10.1864 1.6176 9.1668
Si 9.0266 0.2413 10.6711
Si 2.0138 9.0472 8.8729
Si 1.0896 4.1802 9.5513
Si 7.2388 4.6442 16.4201
Si 5.3791 2.5798 13.0387
Si 4.3171 9.6171 11.0501
Si 6.897 2.269 23.7681
Si 8.9287 8.9401 10.6345
Si 1.645 -0.7487 10.3733
Si 4.9282 1.4688 15.752
Si 7.5205 1.9806 14.8729
Si 10.4724 4.0328 12.8633
Si 10.5651 -0.832 12.1089
Si 1.2815 5.4989 11.4448
Si 8.932 1.0769 18.6636
Si 3.5983 -0.295 19.6288
Si 8.9569 4.5096 11.1717
Si 3.3564 7.2357 13.013
Si 8.9683 8.9452 21.196
Si 1.9719 8.2979 15.4492
Si 9.9909 5.2709 15.6809
Si 2.0082 2.0497 20.8272
Si 5.9793 8.6429 17.3461
Si 4.134 6.9973 19.4912
Si 5.9154 4.6624 19.3397
Si -0.9397 2.5541 20.7547
Si 10.4951 12.851 14.1988
Si 1.5597 6.7501 17.9511
Si 7.3569 6.9123 12.0257
Si 4.3941 7.2109 21.8312
Si 5.7727 1.768 18.7165
Si 5.9465 6.7109 14.749
Si 0.9074 3.7855 18.8875
Si 8.9149 9.4813 18.2618
Si 11.0393 8.0397 16.6165
Si 3.7954 -1.0764 16.7226
O 10.2579 -1.8964 -0.6792
O 12.1856 9.4891 1.0714
O 6.8681 3.7573 23.0105
O 7.4376 3.8748 10.9003
O 5.5865 0.868 9.3778
O 5.302 4.5193 9.4046
O 4.9654 7.0704 8.8447
O 5.0325 3.8715 12.0998
O 2.704 6.0224 12.1271
O 3.1006 -0.8479 11.1816
O 1.7819 2.6481 9.6479
O 5.1358 1.3058 12.0538
O 6.0988 7.7269 16.0106
O 6.1484 5.1989 15.3445
O 6.9554 2.6697 13.5077
O 0.5599 6.8159 10.7436
O 0.481 8.9162 15.7091
O 1.2387 5.1836 18.1664
O 5.0771 7.9152 18.4971
O 0.1645 7.5985 18.0254
O 0.7136 7.1743 -1.2485
O 6.808 5.4587 20.4535
O 5.0397 0.4711 19.3909
O 8.5936 10.3954 9.9047
O 3.1408 -0.9955 18.2141
O 3.2291 8.2178 -0.791
O -1.5167 3.1541 22.1427
O 6.094 6.1265 11.3631
O 3.0555 9.4437 15.7858
O -0.5241 3.7763 19.717
O 9.55 1.5509 20.1018
O 9.092 -0.5119 18.3864
O 6.7161 4.7039 17.9351
O 0.3086 4.8058 12.5898
O 9.7783 1.8573 17.5213
O 5.0927 2.1478 17.2472
O 8.928 1.2477 14.6445
O 4.0579 8.4168 12.1383
O 7.5749 0.7969 11.2228
O 10.8069 11.3679 13.6179
O 7.5388 8.3407 11.2788
O 9.4191 8.7877 19.6391
O 7.6651 3.1319 16.014
O 3.7834 0.3265 15.89
O 6.4185 0.8664 15.3702
O 7.3991 9.0031 18.0025
O 0.0047 11.922 -0.0979
O 8.5586 5.5901 16.3742
O 4.4728 6.7046 14.0742
O 2.4787 0.8091 19.9285
O 0.7906 2.576 17.7712
O 5.62 3.0876 19.6759
O 9.8736 9.2618 11.9846
O 9.7659 8.9569 16.9745
O 4.5219 2.4437 14.4661
O 12.0741 -0.9982 11.5039
O -0.1722 1.5919 15.5008
O 7.3566 1.4392 18.554
O 7.092 7.0775 13.6355
O 2.127 7.852 13.9021
O 8.7295 6.0851 11.6722
O 2.2034 7.0085 16.4583
O 5.6797 10.4987 11.269
O 2.566 7.2785 19.1057
O 9.7778 4.734 14.1699
O 5.3455 -1.5257 16.9111
O 10.7664 4.069 16.4536
O 4.4778 5.4233 19.1477
O 7.4058 1.6072 -0.7056
O 10.7548 14.0195 13.0828
O 0.433 1.7492 21.1582
O 10.762 6.6929 15.7362
O 3.5906 -1.3616 20.868
O 8.3102 10.4472 21.3868
O 2.1037 3.4281 19.9342

Results
free energy: -105594.717 eV
free energy less fixed offsets of O -569.03, Si -635.61 eV per atom: 7.923 eV
pressure: -0.53 GPa
stress xx, yy, zz, yz, xz, xy (GPa, positive in tension): 0.26, 1.21, 0.11, -0.02, -0.09, 0.36

Forces (eV/angstrom), in the order of the atoms: element, x, y, z
Si 0.1725 -0.146 -0.2367
Si 0.131 0.11 0.1108
Si -0.3471 -0.0383 -0.1097
Si -0.1627 -0.0899 -0.0957
Si 0.08 0.1339 0.008
Si 0.1308 0.1845 -0.1305
Si 0.0197 -0.232 -0.6179
Si 0.015 -0.131 0.2869
Si -0.2385 -0.1078 -0.1094
Si -0.0076 0.2955 -0.2458
Si 0.2402 -0.5094 -0.1928
Si 0.1092 0.1563 -0.6702
Si -0.1625 0.1805 -0.003
Si 0.0339 0.0769 -0.2035
Si -0.0032 -0.0681 0.1851
Si 0.0102 0.2603 0.0934
Si -0.0733 -0.1424 -0.0312
Si 0.1571 -0.0378 0.2
Si -0.0869 0.0487 0.3371
Si -0.219 -0.0849 0.4044
Si 0.024 0.214 0.3595
Si 0.1858 0.0246 0.1813
Si -0.0282 -0.0114 0.2836
Si 0.0144 -0.0628 -0.1863
Si 0.025 -0.0512 -0.0458
Si 0.0694 0.0608 0.0345
Si 0.0177 0.0234 0.0682
Si -0.1547 0.048 0.1012
Si 0.0571 0.0072 -0.0639
Si -0.0332 -0.0047 -0.3705
Si 0.0774 -0.1418 -0.0562
Si 0.1306 0.0002 -0.0435
Si -0.0896 -0.2198 -0.1456
Si -0.107 -0.0536 0.0023
Si -0.1406 0.1429 0.0174
Si 0.0246 -0.2365 0.0836
Si -0.0267 0.0393 0.1283
Si -0.1322 0.0827 -0.1596
Si 0.0463 -0.0142 0.0722
Si 0.0285 0.1257 -0.0604
Si -0.0224 0.2437 -0.0516
Si 0.1918 0.14 -0.1162
Si 0.2094 0.0678 -0.1368
Si -0.1742 -0.1044 -0.1389
Si 0.0733 0.073 -0.0061
Si -0.2077 0.0329 -0.1346
Si -0.0524 -0.0928 -0.1453
Si -0.0744 -0.2679 0.1922
Si -0.097 -0.0297 0.5059
Si 0.1165 -0.182 -0.0364
Si -0.0644 -0.187 -0.2231
Si 0.1206 -0.2159 -0.1614
Si 0.2967 0.2928 -0.0264
Si -0.0066 0.3915 -0.2203
Si -0.0423 -0.4287 0.5543
Si 0.0151 0.2234 0.3804
Si -0.0661 0.1591 -0.097
Si -0.0559 0.1496 0.3279
Si -0.0705 -0.0625 0.1002
Si -0.2554 -0.118 0.2889
Si 0.0294 -0.2319 -0.2255
Si -0.0678 -0.3158 -0.1194
Si 0.1771 0.3529 -0.0391
Si -0.0531 -0.0275 0.2099
Si -0.0672 0.1905 -0.3466
Si -0.0623 -0.5809 -0.3429
Si -0.0437 -0.0226 0.0145
Si 0.0214 -0.1615 0.3795
Si -0.0385 -0.0937 -0.0129
Si 0.154 -0.0676 -0.2624
Si 0.0576 -0.212 0.4882
Si 0.3336 -0.5577 0.5864
Si -0.0737 -0.0579 0.0346
Si 0.0076 -0.1087 0.223
Si -0.2573 -0.0556 0.1957
Si 0.1539 -0.0798 0.0593
Si 0.0751 0.4116 0.3858
Si 0.0176 -0.0717 -0.214
Si 0.2536 -0.0208 -0.4269
Si 0.1473 -0.1751 0.2836
Si -0.1151 0.1694 0.4284
Si 0.2442 0.0885 -0.4797
Si -0.0075 -0.0248 0.1134
Si 0.0513 0.028 0.2861
Si -0.1158 0.2049 -0.3356
Si -0.0296 -0.0422 -0.0182
Si -0.3066 0.0586 -0.1025
Si -0.2596 -0.0365 -0.3554
Si -0.0212 0.0482 -0.1011
Si -0.0763 0.1001 0.4679
Si -0.0177 0.0582 -0.0307
Si -0.018 -0.0047 0.3256
Si 0.0347 0.0288 -0.2724
Si 0.0848 0.0785 -0.3485
Si -0.0276 -0.0991 0.2494
Si 0.0026 0.0989 -0.3
Si 0.0513 0.1098 -0.3119
Si -0.0126 0.1355 0.0795
Si 0.0181 -0.0412 -0.151
O 0.035 0.0046 0.0194
O 0.2236 -0.3159 0.2232
O -0.0324 0.4646 0.3611
O 0.0917 0.1009 -0.068
O -0.0004 0.0196 -0.4929
O -0.0912 0.2365 -0.4908
O -0.0896 0.3315 -0.0981
O 0.0401 0.1172 -0.2752
O -0.2532 -0.1874 -0.2713
O -0.0289 0.1003 -0.1661
O -0.5046 0.1767 0.0329
O 0.1181 -0.0532 -0.2404
O -0.0264 -0.0166 -0.121
O 0.0084 0.0611 -0.0712
O -0.0159 0.0514 -0.2434
O -0.0335 -0.1053 0.0122
O 0.0139 -0.0898 -0.0223
O -0.0242 -0.1624 0.0862
O -0.0087 0.0248 0.2148
O 0.0153 -0.0295 -0.0414
O -0.112 -0.329 -0.0475
O 0.1883 0.3836 0.4278
O -0.0569 -0.061 0.1553
O 0.1228 0.1605 0.1072
O -0.0397 0.0406 0.2663
O -0.1835 -0.063 0.2727
O 0.0516 -0.0236 0.2113
O -0.0613 0.0475 -0.0444
O -0.0132 0.0132 0.0083
O -0.0082 -0.0753 0.1448
O 0.0903 0.0678 0.1557
O -0.0169 -0.0321 0.0804
O 0.0195 0.0301 0.1139
O 0.2084 0.1008 -0.1207
O 0.0194 0.0193 0.0459
O -0.0147 -0.0425 0.0952
O 0.1163 -0.0278 -0.1448
O 0.0595 0.0936 0.0031
O 0.0877 0.0677 -0.1211
O -0.0275 -0.0468 -0.0511
O -0.0089 0.0567 -0.1805
O -0.0544 -0.07 0.2816
O -0.0224 0.0196 -0.0697
O 0.0356 -0.0072 0.0625
O 0.005 0.1612 -0.0649
O -0.0125 -0.0536 0.1057
O -0.0968 -0.0468 0.134
O 0.036 -0.0494 -0.0131
O -0.0254 -0.0145 -0.1504
O -0.1435 0.0699 0.1457
O 0.0128 0.0812 0.0907
O 0.0241 0.0479 0.1578
O -0.0069 0.015 -0.2784
O -0.0411 -0.0397 0.0557
O 0.0698 0.0215 -0.1984
O 0.0146 0.0634 -0.2169
O -0.0662 -0.0474 -0.2443
O -0.0922 0.0029 0.0962
O 0.0728 0.0247 -0.3436
O 0.0497 -0.0327 -0.15
O -0.1058 -0.049 -0.1674
O -0.0111 0.0329 -0.0347
O 0.1974 0.197 0.1089
O 0.0832 -0.0161 0.0499
O 0.1231 -0.045 -0.1519
O -0.0395 -0.0188 -0.0103
O -0.0169 0.1031 -0.0635
O 0.1603 -0.0888 0.1101
O -0.0482 0.0954 0.2781
O 0.154 -0.0139 -0.1105
O 0.0345 -0.032 0.143
O -0.0148 -0.102 -0.0657
O 0.1553 -0.1751 0.387
O -0.123 0.0535 0.1863
O -0.0309 -0.1863 0.1644

The program warned: the cutoff lies below the one the program advises for these potential files.
